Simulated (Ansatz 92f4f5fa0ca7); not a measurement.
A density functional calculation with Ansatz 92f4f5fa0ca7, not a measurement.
Periodic cell of 351 atoms, Si241O110, from a study of silicon, its oxide and their interface. The atomic structure is a simulated model.
Doubt: the cutoff is far below the 930 eV that the study's wrapper takes by default for these files, so forces and energies are approximate.
This geometry differs little from another in the collection (a relaxation step or a small displacement).

Settings: functional PBE; potential files Ansatz PAW; basis plane waves; wave-function cutoff 580 eV; density cutoff ratio 5; exchange-correlation grid ratio 1; k mesh 1 x 1 x 1, Gamma-centred; self-consistency stop 5e-08 eV per atom in the density residual; occupations fixed; spin none; net charge 0.

Cell vectors (angstrom)
a	11.6015	0	0
b	0	13.3963	0
c	0	0	40.2542

Atoms and the computed forces on them: element, x, y, z (angstrom), force x, y, z (eV/angstrom)
Si	0	2.2327	1.1851	-0.0002	0.0163	-0.0001
Si	3.8672	2.2327	1.1851	0.0042	-0.0153	0.0017
Si	7.7343	2.2327	1.1851	0.0031	0.0183	0.0024
Si	1.9336	5.5818	1.1851	-0.009	-0.0167	0.007
Si	5.8008	5.5818	1.1851	-0.0039	0.0043	0.028
Si	9.6679	5.5818	1.1851	0.006	0.0023	0.015
Si	0	8.9308	1.1851	-0.0041	0.0046	0.0028
Si	3.8672	8.9308	1.1851	0.0013	0.0109	0.0281
Si	7.7343	8.9308	1.1851	-0.0032	-0.0063	-0.0051
Si	1.9336	12.2799	1.1851	0.0051	0.01	0.001
Si	5.8008	12.2799	1.1851	-0.0134	-0.002	-0.0133
Si	9.6679	12.2799	1.1851	-0.0043	-0.002	-0.0183
Si	1.9336	1.1164	1.9745	-0.0073	-0.0409	0.0019
Si	5.8008	1.1164	1.9745	-0.0153	-0.0342	0.003
Si	9.6679	1.1164	1.9745	0.0066	-0.0042	0.0014
Si	0	4.4654	1.9745	-0.0051	-0.0327	0.0091
Si	3.8672	4.4654	1.9745	-0.0188	-0.0446	-0.0092
Si	7.7343	4.4654	1.9745	0.0197	-0.0563	-0.0008
Si	1.9336	7.8145	1.9745	-0.0049	0.0027	-0.0209
Si	5.8008	7.8145	1.9745	0.0422	-0.0011	-0.0133
Si	9.6679	7.8145	1.9745	0.0038	0.0364	-0.0116
Si	0	11.1635	1.9745	-0.0372	0.0242	-0.0052
Si	3.8672	11.1635	1.9745	0.0321	0.0419	0.0022
Si	7.7343	11.1635	1.9745	0.0387	0.0207	-0.0065
Si	1.9336	1.1164	4.3426	-0.0408	-0.0943	-0.0368
Si	5.8008	1.1164	4.3426	-0.0388	-0.069	0.0475
Si	9.6679	1.1164	4.3426	0.0308	0.0202	0.1219
Si	0	4.4654	4.3426	-0.0357	-0.0981	-0.1053
Si	3.8672	4.4654	4.3426	-0.0392	-0.133	0.0781
Si	7.7343	4.4654	4.3426	0.0789	-0.1189	0.0527
Si	1.9336	7.8145	4.3426	-0.0207	0.0461	-0.0051
Si	5.8008	7.8145	4.3426	0.1382	0.032	-0.0752
Si	9.6679	7.8145	4.3426	0.0067	0.1035	-0.156
Si	0	11.1635	4.3426	-0.1016	0.104	0.0234
Si	3.8672	11.1635	4.3426	0.0737	0.1533	-0.0813
Si	7.7343	11.1635	4.3426	0.0996	0.0681	-0.0716
Si	0	0	35.9136	-0.0057	-0.0004	-0.0443
Si	3.8672	0	35.9136	0.0002	-0.0759	-0.2215
Si	7.7343	0	35.9136	-0.0616	0.0887	0.178
Si	1.9336	3.3491	35.9136	0.1661	-0.118	0.075
Si	5.8008	3.3491	35.9136	-0.0294	-0.1068	0.0509
Si	9.6679	3.3491	35.9136	-0.1072	-0.0683	-0.0651
Si	0	6.6981	35.9136	0.1791	0.0237	0.2273
Si	3.8672	6.6981	35.9136	-0.1317	-0.0718	0.1323
Si	7.7343	6.6981	35.9136	-0.1733	-0.1437	0.0024
Si	1.9336	10.0472	35.9136	0.0653	0.0658	-0.235
Si	5.8008	10.0472	35.9136	-0.0746	0.1178	-0.2035
Si	9.6679	10.0472	35.9136	0.0359	0.2103	0.1123
Si	0	0	38.2817	-0.0089	0.0112	-0.008
Si	3.8672	0	38.2817	0.0031	-0.0227	0.008
Si	7.7343	0	38.2817	-0.0192	0.0422	-0.0165
Si	1.9336	3.3491	38.2817	0.0562	-0.037	0.0051
Si	5.8008	3.3491	38.2817	-0.0039	-0.0318	-0.0016
Si	9.6679	3.3491	38.2817	-0.0333	-0.0054	0.0151
Si	0	6.6981	38.2817	0.0628	0.0122	0.0104
Si	3.8672	6.6981	38.2817	-0.0567	-0.0235	0.0011
Si	7.7343	6.6981	38.2817	-0.0551	-0.0408	0.0151
Si	1.9336	10.0472	38.2817	0.0215	0.0351	0.0051
Si	5.8008	10.0472	38.2817	-0.0159	0.0546	0.0106
Si	9.6679	10.0472	38.2817	0.0083	0.0766	0.0032
Si	0	2.2327	39.0711	0.0077	-0.0124	-0.0142
Si	3.8672	2.2327	39.0711	-0.0049	0.0178	0.0113
Si	7.7343	2.2327	39.0711	-0.009	-0.0238	0.0177
Si	1.9336	5.5818	39.0711	0.0068	0.0168	0.0241
Si	5.8008	5.5818	39.0711	-0.0019	-0.0027	-0.0065
Si	9.6679	5.5818	39.0711	0.006	0.0071	-0.0236
Si	0	8.9308	39.0711	-0.0051	-0.0132	-0.0122
Si	3.8672	8.9308	39.0711	-0.0009	-0.0163	-0.0279
Si	7.7343	8.9308	39.0711	0.0097	0.006	-0.0317
Si	1.9336	12.2799	39.0711	-0.0059	-0.0064	-0.0122
Si	5.8008	12.2799	39.0711	0.0219	0.0059	0.0052
Si	9.6679	12.2799	39.0711	-0.0046	-0.0029	0.0155
Si	0.0081	0.2577	28.6481	0.0113	-0.0236	0.005
Si	4.3378	0.1938	28.5223	-0.0398	-0.0259	0.0033
Si	9.7673	-1.0899	29.4243	-0.0064	0.0047	-0.0026
Si	1.8333	3.3035	28.8958	0.0049	-0.0018	0.0169
Si	5.7684	3.4187	28.8345	-0.0032	0.0073	-0.0041
Si	9.5134	3.5035	28.8845	-0.0003	-0.0095	0.0158
Si	-0.0291	6.6128	29.0095	0.0069	0.0044	0.0111
Si	3.785	6.7067	28.6224	0.0033	-0.0029	0.0118
Si	7.8211	6.7887	29.1181	-0.0119	0.0018	0.0052
Si	1.6329	9.9288	28.7871	0.003	0.0061	0.0032
Si	5.7936	9.9892	28.8636	0.0019	0.014	0.0087
Si	9.4496	9.9886	28.9128	0.0053	0.0088	0.0142
Si	-0.1439	2.3409	29.7013	0.0043	-0.0005	0.0036
Si	3.8573	2.2664	29.5798	-0.0045	-0.0042	0.0067
Si	7.6823	2.1614	29.4553	0.0051	0.0075	0.006
Si	1.9603	5.5502	29.6287	-0.0055	0.0078	0.0006
Si	5.7736	5.6734	29.5122	0.0107	-0.0002	0.005
Si	9.6462	5.583	29.9003	-0.0032	-0.0044	0.0008
Si	-0.2011	8.8411	29.691	-0.0033	-0.0039	0.0014
Si	3.7346	8.9458	29.4371	-0.0028	0.0034	-0.0048
Si	7.6094	8.9683	29.9479	0.0052	-0.004	0.0035
Si	1.6904	12.1941	29.4215	0.0632	0.0389	-0.0051
Si	6.0146	12.2754	29.4518	-0.0039	-0.0003	0.0027
Si	7.9034	13.3434	28.4791	0.0056	-0.01	0.0155
Si	-0.046	2.2426	32.0399	-0.0052	0.0013	0.0027
Si	3.8592	2.2191	31.9467	0.0005	0.0011	0
Si	7.72	2.1885	31.8723	0.0039	-0.0015	0.0052
Si	1.9675	5.5627	31.9935	-0.0008	-0.0008	0.0002
Si	5.7954	5.614	31.9132	-0.0017	-0.0008	0.0073
Si	9.6892	5.563	32.192	0.0041	-0.0029	0.0017
Si	-0.0595	8.923	32.0311	0.0037	0.0025	0.0017
Si	3.8246	8.9235	31.8568	0.0002	-0.0003	0.0084
Si	7.6966	8.9408	32.2272	0	0.0012	0.0022
Si	1.9108	12.2825	31.8395	0.0016	-0.0066	-0.0113
Si	5.8416	12.2876	31.8614	-0.0004	-0.0017	0.0027
Si	9.6957	12.2976	31.865	-0.0031	-0.0007	0.0033
Si	1.9162	1.0976	32.7213	0.0004	0.0032	-0.0032
Si	5.7968	1.1001	32.7208	-0.0012	-0.001	-0.0001
Si	9.6339	1.1006	32.754	0.0022	-0.0018	-0.0009
Si	0.0441	4.4554	32.8388	0.0001	0.003	-0.0008
Si	3.8991	4.4543	32.7549	-0.0008	0.0003	0.0032
Si	7.7033	4.4278	32.7344	-0.0023	0.0031	-0.0029
Si	1.9167	7.8171	32.7362	-0.0001	0	-0.0013
Si	5.7251	7.8128	32.7919	0.0013	-0.0009	-0.0017
Si	9.6509	7.812	32.8842	-0.0017	-0.0024	-0.003
Si	0.001	11.1808	32.7304	-0.0033	-0.0003	0.0063
Si	3.8698	11.1691	32.6423	-0.0047	0.0039	-0.0041
Si	7.7576	11.2213	32.7661	0.002	-0.0007	0.0025
Si	1.9316	1.1111	35.104	-0.0002	-0.0011	0.0029
Si	5.8021	1.1113	35.105	0.0015	0.0002	0.0031
Si	9.6596	1.1082	35.1239	-0.0004	0.0015	0.0011
Si	0.0111	4.463	35.1733	0.0007	-0.0016	-0.0005
Si	3.8743	4.4628	35.1234	-0.0005	-0.0005	0.0011
Si	7.7211	4.4528	35.1115	0.0007	-0.0003	0.0042
Si	1.9353	7.8164	35.1127	-0.0003	0.0003	0.0031
Si	5.7811	7.8116	35.1453	0.0002	0.0011	0.0016
Si	9.6695	7.8164	35.201	0.0004	0.0001	0.0007
Si	-0.0006	11.1694	35.1108	-0.0022	-0.0016	-0.0002
Si	3.8681	11.1657	35.0638	0.001	-0.0017	0.0021
Si	7.7402	11.1825	35.1321	0	-0.0008	-0.0007
Si	-0.0002	0.0043	5.1561	0.0003	0.0007	-0.0012
Si	3.8605	0.005	5.1563	0.0001	-0.0015	-0.0003
Si	7.7345	0.0024	5.1421	-0.0011	0.0004	-0.0012
Si	1.921	3.3338	5.1292	-0.0011	0.0008	0.0011
Si	5.8022	3.3395	5.1354	0	0.0017	0.0005
Si	9.6773	3.3489	5.1534	0.0011	0.0016	-0.0036
Si	-0.0085	6.6934	5.103	0.0003	-0.0005	-0.0006
Si	3.8749	6.6986	5.1005	-0.0001	-0.0012	0.001
Si	7.749	6.6914	5.1097	0.0003	-0.0003	0.0005
Si	1.9368	10.0632	5.1019	0.0006	-0.0018	0.0019
Si	5.8093	10.0547	5.1099	-0.0005	-0.0012	0
Si	9.666	10.0494	5.1476	0.0003	0.0011	-0.0025
Si	-0.0181	-0.003	7.5444	-0.0012	-0.0017	0.0007
Si	3.8421	0.0238	7.5425	-0.0006	-0.0008	-0.0022
Si	7.7345	0.0028	7.5188	0.0004	0.0008	0.0022
Si	1.8889	3.2999	7.4967	0.0019	0.0019	0.0009
Si	5.8037	3.3191	7.5071	0.0009	-0.0005	-0.0002
Si	9.7033	3.3392	7.5407	-0.0001	0	0.0001
Si	0.0055	6.6868	7.4505	0.0001	0.0004	0.0026
Si	3.9093	6.7023	7.4447	0.0015	-0.0018	0.0056
Si	7.8014	6.6603	7.4628	-0.0011	0.0018	0.0028
Si	1.9623	10.1072	7.4478	-0.0012	-0.0014	0.0014
Si	5.8447	10.0668	7.461	0.0001	-0.0004	0.0003
Si	9.6762	10.0385	7.5273	0.0021	-0.0002	-0.0023
Si	-0.0193	2.1879	8.4467	-0.0013	0.0017	0
Si	3.83	2.2665	8.3399	0.0009	0.0011	0.0101
Si	7.7673	2.2369	8.3113	-0.0006	0.0021	0.0028
Si	1.956	5.5638	8.119	-0.0006	-0.0009	-0.0009
Si	5.859	5.566	8.1908	-0.0004	-0.0003	0.0009
Si	9.7218	5.561	8.3638	-0.001	-0.0008	-0.0051
Si	0.0693	8.929	8.1765	0.0006	0.0008	0.0029
Si	3.8956	8.9689	8.1532	-0.0022	0.002	-0.001
Si	7.7375	8.8718	8.2658	-0.0019	0.0024	-0.002
Si	1.9111	12.3078	8.3706	0.0012	-0.002	-0.0016
Si	5.7848	12.2972	8.2963	-0.0011	0.0016	0.0019
Si	9.6522	12.2755	8.3406	-0.0004	0.0014	0.0018
Si	-0.1186	2.1386	10.912	0.002	0.0005	0.0026
Si	3.9858	2.4152	10.7217	-0.0188	-0.0049	-0.0108
Si	7.8188	2.2386	10.6917	0.0006	-0.0051	-0.0039
Si	1.997	5.5381	10.4238	-0.001	0.0028	-0.0031
Si	5.9648	5.5763	10.5203	-0.0044	0.004	-0.0083
Si	9.8004	5.5234	10.7838	0.0017	0.003	-0.0031
Si	0.1366	8.856	10.5018	-0.0019	-0.0005	-0.0046
Si	3.9355	8.9897	10.4736	-0.0013	-0.0032	-0.0061
Si	7.7527	8.807	10.6294	-0.0002	-0.0013	-0.0055
Si	1.8446	12.2172	10.7766	-0.0014	-0.0035	-0.0023
Si	5.7709	12.2938	10.6666	-0.0037	-0.0015	-0.0048
Si	9.6163	12.2118	10.7234	-0.0034	-0.0032	-0.0055
Si	1.5404	0.8501	11.9877	0.0123	0.0104	0.0005
Si	5.8488	1.2044	11.3279	0.0018	0.0093	-0.003
Si	9.549	1.0002	11.7004	-0.001	0.0059	-0.0107
Si	0.2192	4.4205	11.5051	-0.0077	-0.005	-0.0051
Si	3.983	4.683	11.3272	0.0071	-0.0121	0.0026
Si	7.819	4.4566	11.5326	0.003	-0.0024	-0.0056
Si	2.1066	7.7348	11.2407	-0.0047	0.0073	-0.0069
Si	5.7457	7.753	11.3277	0.0052	0.005	-0.0062
Si	9.8231	7.823	11.2812	-0.0033	-0.0016	-0.0032
Si	-0.0671	11.0004	11.3956	0.0042	0.0034	-0.0124
Si	3.8371	11.167	11.4523	-0.0051	-0.0017	-0.0147
Si	7.6612	11.0204	11.3177	0.0006	0.0033	0.0076
O	3.7782	11.1814	13.1202	0.0108	0.0023	0.0218
O	10.2253	8.1959	12.8684	0.0035	-0.0006	0.0111
O	5.252	7.5574	12.9306	-0.0042	-0.0006	0.0116
O	7.7477	4.4571	13.2248	-0.0035	-0.0028	0.0051
O	0.7344	4.4905	13.101	0.0043	0	0.0107
O	5.6874	1.5682	12.9372	0.0029	-0.0042	0.0188
O	9.4469	0.941	13.3917	-0.0028	-0.0026	0.012
O	-0.1991	10.8572	13.0433	0.0012	0.0009	0.012
O	3.9307	5.198	12.9319	-0.0022	-0.0005	0.0055
O	1.2648	0.6798	13.63	-0.0013	-0.0031	0.0129
O	-8.6987	15.1286	11.7784	-0.003	0.0006	0.0026
O	2.5354	7.5272	12.8522	0.0003	0.0008	0.0062
O	8.9966	9.7755	27.3094	-0.0089	0.0012	-0.005
O	1.328	9.8087	27.1657	-0.0042	-0.0041	-0.0128
O	6.2337	9.6948	27.2755	0.0009	-0.0042	-0.0094
O	11.7148	6.5678	27.3705	0.0021	-0.0019	0.0006
O	8.3724	6.8947	27.5655	0.003	0.0013	0.002
O	8.0816	13.1949	26.8049	0.003	-0.0074	-0.0191
O	-54.9865	12.6217	28.5298	-0.0238	-0.01	0.0227
O	0.2043	0.7953	27.0445	0.004	0.0163	-0.0037
O	9.3895	3.9137	27.2661	-0.0028	0.0052	-0.0135
O	3.5765	6.6649	26.9453	-0.0025	0.0035	-0.0093
O	1.6373	3.1151	27.248	-0.0044	-0.0014	-0.0135
O	4.7305	0.4369	26.9279	-0.0029	0.005	-0.0003
Si	9.6052	10.5996	18.8511	0.0003	0.001	-0.0031
Si	7.6036	5.3511	19.7823	0.0053	-0.0004	0.0055
Si	4.0688	1.2541	25.6634	-0.0031	-0.0003	0.0068
Si	6.9319	8.0513	20.9822	0.0027	0.0007	0.0018
Si	11.1376	3.8997	24.4539	0.0024	-0.0008	0.0032
Si	4.2882	6.1232	25.5647	0.0027	-0.0042	-0.0026
Si	0.4787	5.1134	21.9228	0.0014	0.0024	-0.004
Si	0.3348	10.6727	14.5616	-0.0008	-0.0056	-0.0009
Si	10.4994	4.9813	19.2358	-0.0045	0.0003	0.0016
Si	10.4608	-0.9877	16.4848	-0.0063	-0.0007	0.0008
Si	9.2244	8.1963	14.1562	-0.0052	-0.0044	-0.0081
Si	5.5722	-0.5011	23.7172	0.0004	0.0097	-0.0024
Si	8.1653	12.4465	25.3297	-0.0001	0.0008	0.0061
Si	2.3121	0.9503	17.6192	0.0048	-0.0032	0.0027
Si	4.4438	7.2418	16.4554	-0.0062	0.0016	-0.0135
Si	0.1628	7.8538	15.616	-0.0065	-0.0003	-0.0061
Si	5.7354	3.6257	26.5012	-0.0091	0.0077	-0.009
Si	12.3337	3.7064	17.347	-0.006	0.0011	-0.005
Si	3.8828	6.7714	13.4303	0.0041	0.0019	0.01
Si	11.325	7.9037	18.5664	-0.0017	0.001	-0.0004
Si	5.1704	3.1363	16.6513	-0.0022	-0.0062	0.0016
Si	6.8435	5.6552	16.6811	0.0124	0.0019	-0.0112
Si	11.5306	6.7937	25.7835	-0.0069	0.0047	-0.0018
Si	3.6056	10.5756	23.7613	-0.0019	-0.0024	0.0022
Si	1.3676	-0.0651	15.0949	0.0008	-0.0034	-0.0008
Si	8.5428	7.015	25.9615	-0.0005	0.0056	-0.0044
Si	1.1452	1.9086	26.2473	0.0058	-0.0086	-0.0054
Si	4.7073	11.4561	14.438	-0.0074	0.0112	0.0046
Si	4.6324	7.7672	23.0683	0.0066	-0.0054	0.0073
Si	1.2684	-2.3651	22.0073	-0.0015	-0.0037	-0.0043
Si	8.5364	0.2663	14.5964	0.0027	-0.0048	0.0012
Si	11.879	8.1383	21.4355	-0.0038	0.0015	-0.0025
Si	2.4813	11.8933	19.3379	-0.0026	0.0028	0.0021
Si	7.5163	10.7644	13.6196	-0.0004	0.0048	0.0062
Si	9.36	9.75	21.6837	-0.0017	-0.0014	-0.0022
Si	5.7223	14.5131	14.4811	-0.0126	-0.0135	-0.0076
Si	1.2199	9.5498	25.5715	-0.0045	-0.0024	0.004
Si	4.0655	10.2786	17.2083	0.0016	0.0064	-0.004
Si	5.3811	12.5578	20.5491	0.0001	0.0006	0.0006
Si	8.576	4.0162	25.8431	-0.0009	0.0127	0.0033
Si	10.6504	11.3079	23.9589	-0.0008	-0.003	0.008
Si	6.5272	10.2089	19.0651	-0.0002	0.0023	0.001
Si	11.7284	4.9556	14.5429	-0.0029	0.0028	-0.0009
Si	3.3136	5.2285	22.9156	0.0023	-0.0039	0.0102
Si	8.5678	5.3915	14.2951	0.0036	0.0054	-0.0001
Si	4.9095	4.0439	20.7278	0.0024	-0.0076	0.0003
Si	5.1497	1.6039	19.0217	-0.0038	-0.0033	0.0039
Si	7.6197	9.6524	26.4023	-0.001	-0.0109	-0.0061
Si	3.2967	4.9201	18.1947	-0.0034	-0.0028	0
O	1.3658	-2.0186	20.4189	0.0021	0.0003	0.0018
O	9.5787	10.3761	23.1586	-0.0001	0.0024	0.0005
O	3.7537	3.6755	17.2435	-0.0013	0.0048	0.0011
O	12.1797	3.9131	15.7224	0.0031	-0.0027	0.0051
O	8.0316	10.3927	18.4718	-0.0008	-0.0001	0.0026
O	3.8807	6.3154	17.6542	0.001	-0.0007	0.0003
O	2.4497	1.109	25.6793	-0.0002	0.0032	0.0065
O	4.6437	14.1159	24.2547	0.0029	-0.0048	-0.0013
O	0.0793	-1.5329	22.7914	0.0015	0.0013	0.0015
O	-0.0358	10.4477	25.0139	0.0036	0.0018	-0.0026
O	7.6185	8.2794	25.5025	0.0024	-0.0047	0.0046
O	9.5977	3.4416	24.737	0.0054	-0.0031	-0.0007
O	5.1067	13.0212	14.5601	0.004	0.0078	-0.0086
O	8.2258	5.3853	15.8814	-0.0041	0.0022	0.0088
O	6.0035	2.4419	17.8957	0.0004	0.0041	-0.0007
O	12.1933	7.8475	17.1871	0.001	0	0.0079
O	4.2313	9.3222	22.94	0.0011	0.0008	0.0005
O	6.0794	7.0725	16.3634	-0.0065	-0.0002	0.0015
O	6.4568	4.5023	20.544	-0.0025	0.0002	-0.0007
O	9.7051	10.8275	20.4809	0.0007	-0.0004	0.0014
O	12.3305	8.0186	19.8606	0.0011	0.0006	0.0021
O	10.3719	9.2181	18.4657	0.0005	0.0016	0.0029
O	0.6428	6.4553	14.9329	-0.0013	0.0017	0.0012
O	10.2294	11.8775	18.0205	0.0005	0.0008	0.0027
O	7.2736	1.2115	14.9729	-0.0023	-0.0015	0.0022
O	3.9455	8.7164	16.8485	0.0023	-0.0037	-0.0001
O	2.6713	-1.968	22.7342	0.0001	0.0012	-0.0006
O	6.2579	11.2213	20.3109	0	0.0009	-0.0018
O	7.1947	3.1514	25.8948	0.0049	-0.0036	-0.0019
O	2.6655	10.0201	24.9712	-0.0006	0.0016	0.0011
O	12.6456	9.3964	22.1566	0.0027	0.0063	0.0031
O	1.549	11.7341	14.7959	-0.004	0.0031	0.003
O	5.5227	5.1992	26.091	0.0012	-0.005	0.0021
O	9.7269	12.4274	24.7552	0.0039	-0.0044	-0.0048
O	8.2359	6.9353	13.8486	0.0025	-0.0034	0.0021
O	3.8045	-1.0514	20.1781	-0.004	0.0004	-0.0021
O	11.6299	4.8321	20.3981	-0.0002	0	0.0024
O	0.0888	0.0391	16.1257	-0.0035	-0.0001	-0.0004
O	10.1252	7.9657	15.495	0.0111	0.0002	0.0023
O	2.89	10.7237	18.2576	-0.0016	-0.0012	0.0036
O	5.9251	4.4467	16.1052	-0.0067	-0.0036	0.0015
O	3.9451	11.0906	15.8145	0.0031	0.0051	-0.0099
O	4.5095	2.8134	25.8015	0.0033	-0.0009	0.0047
O	2.5434	0.5624	16.032	0.0007	0.0029	0.003
O	9.2133	-0.048	16.037	0.0021	-0.0014	0.0003
O	10.6968	11.0694	15.5654	-0.0011	0.006	0.0058
O	10.8686	3.9424	18.0302	0.0009	-0.0027	0.0015
O	12.5857	7.9432	25.2621	0.0011	0.0058	0.0004
O	4.8526	11.5094	24.2479	-0.0019	-0.0003	0.0031
O	4.8632	7.3559	24.6457	0	0.0041	-0.0019
O	8.1972	5.5428	25.372	-0.0001	-0.0038	0.005
O	9.0285	4.5692	19.8058	-0.0005	0.0013	-0.0013
O	1.7425	13.0997	18.5178	-0.0025	0.001	-0.0001
O	10.1262	4.959	14.2519	-0.0007	-0.0017	-0.0024
O	6.0316	10.5236	14.2607	0.0007	0.0054	-0.0002
O	12.9009	2.2247	17.7196	0.0021	0	-0.0007
O	7.1003	13.1142	24.278	-0.0008	-0.0035	0.0001
O	0.8328	9.1539	14.8796	-0.001	0.0023	0.0028
O	3.7866	6.8001	15.0401	0.0024	0.0003	0.0058
O	7.8277	6.7829	20.5188	-0.0035	0.0036	-0.0042
O	10.0501	7.3987	25.4881	0.0068	-0.002	-0.0005
O	4.5315	4.3307	22.29	-0.0022	0.0011	-0.0011
O	7.8331	9.2358	21.6254	-0.0019	-0.0012	-0.0016
O	8.4037	9.5716	14.2841	-0.0049	0.0095	0.0017
O	11.1309	4.1811	22.854	-0.0005	0.0004	-0.0025
O	3.3207	5.2303	24.5654	-0.0011	-0.001	0
O	5.935	7.5184	22.1389	-0.0006	0.002	-0.001
O	13.5813	4.5915	22.2653	-0.0023	-0.001	-0.0006
O	4.8796	2.1342	15.4173	-0.0007	0.0041	0.002
O	11.6725	5.308	25.1188	0.0002	-0.003	0.001
O	5.9702	0.3006	19.5306	-0.0003	0.0049	0.0009
O	10.4402	6.531	18.697	0.0014	0.0027	0.0018
O	10.2796	8.4244	21.484	0.0029	0.0015	-0.0011
O	12.0724	6.7272	22.2266	0.0008	-0.0024	0.0035
O	5.5746	12.9793	22.0987	-0.0019	-0.0001	-0.0011
O	5.5302	10.5761	17.8445	-0.0016	-0.0016	0.004
O	13.2797	4.8621	18.043	0.0048	0.0024	0.0019
O	3.8489	4.8048	19.7286	-0.0014	0.003	-0.0006
O	6.2229	8.6989	19.6447	0.0007	0.0003	0.0032
O	8.0413	12.2257	14.0643	-0.0044	-0.008	-0.0001
O	3.7807	1.182	18.2616	0.005	0.0019	0.0025
O	7.6367	10.9126	25.4058	0.0028	0.0119	-0.0004
O	4.8148	2.4598	20.3704	-0.0005	0.0006	-0.0039
O	12.0358	2.635	24.9719	-0.0032	0.0071	-0.0022
O	3.4618	6.7982	22.4619	-0.0004	0.004	-0.0012
O	7.1121	5.5824	18.2589	-0.0016	0.0005	0.007

Results
free energy: -215761.874 eV
free energy less fixed offsets of O -568.88, Si -635.61 eV per atom: -3.064 eV

The program warned: the cutoff lies below the one the program advises for these potential files; the forces do not sum to zero within the program's tolerance; the exchange-correlation potential is rough where the density is thin.
